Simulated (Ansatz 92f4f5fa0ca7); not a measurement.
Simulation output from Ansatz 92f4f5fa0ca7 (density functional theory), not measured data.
Periodic cell of 223 atoms, Si132O90As1, from a study of silicon, its oxide and their interface. The atomic structure is a simulated model.
Doubt: the cutoff is far below the 930 eV that the study's wrapper takes by default for these files, so forces and energies are approximate.
This geometry differs little from another in the collection (a relaxation step or a small displacement).

Settings: functional PBE; potential files Ansatz PAW; basis plane waves; wave-function cutoff 580 eV; density cutoff ratio 5; exchange-correlation grid ratio 1; k mesh 1 x 1 x 1, Gamma-centred; self-consistency stop 5e-08 eV per atom in the density residual; occupations fixed; spin none; net charge +1 e, with a uniform compensating background and no finite-size correction.

Cell vectors (angstrom)
a	10.938	0	0
b	0	10.938	0
c	0	0	32.1988

Atoms: element, x, y, z (angstrom)
Si	10.5881	0.2241	24.8508
Si	5.7258	10.6774	24.7272
Si	2.4721	2.9094	24.621
Si	8.3955	2.4491	24.8065
Si	0.2861	5.1895	24.732
Si	5.1304	5.7282	24.6626
Si	2.9305	8.0149	24.5811
Si	7.9604	8.455	24.7061
Si	1.3274	1.3814	26.0228
Si	6.8365	1.2965	26.1146
Si	4.0292	4.1017	25.9765
Si	9.6429	4.0167	26.0499
Si	1.4054	6.8303	25.9911
Si	6.7222	6.8978	25.9852
Si	4.099	9.5318	25.9883
Si	9.4628	9.5785	26.142
Si	2.7257	-0.0076	27.3377
Si	8.1549	-0.0221	27.5561
Si	0.018	2.7034	27.5003
Si	5.4287	2.7372	27.3445
Si	2.7251	5.4652	27.4227
As	8.1822	5.4722	27.3484
Si	-0.0017	8.1891	27.3533
Si	5.4267	8.2094	27.4623
Si	4.0761	1.3632	28.7448
Si	9.5772	1.3425	28.8491
Si	1.3745	4.1043	28.8145
Si	6.7842	4.0591	28.7855
Si	4.0867	6.8161	28.8065
Si	9.5964	6.8649	28.7948
Si	1.3654	9.5673	28.7372
Si	6.7813	9.551	28.8645
Si	0.0228	-0.0292	30.1704
Si	5.4203	0.0137	30.1689
Si	2.7381	2.7212	30.1588
Si	8.2077	2.7386	30.1585
Si	-0.0149	5.4485	30.1579
Si	5.4719	5.4729	30.1694
Si	2.7182	8.2114	30.1336
Si	8.1845	8.1838	30.1804
Si	1.3778	1.3526	31.5415
Si	6.8157	1.3779	31.5087
Si	4.1125	4.0806	31.5282
Si	9.561	4.0992	31.5413
Si	1.3504	6.8518	31.494
Si	6.8448	6.8132	31.5633
Si	4.073	9.569	31.5326
Si	9.5843	9.5491	31.5319
Si	2.737	-0.0074	0.7289
Si	8.196	0.0059	0.6633
Si	-0.0007	2.726	0.7026
Si	5.4824	2.7289	0.7115
Si	2.7313	5.49	0.6533
Si	8.2149	5.4496	0.7361
Si	0.0096	8.1839	0.7049
Si	5.4623	8.2111	0.7002
Si	4.1304	1.3582	2.0812
Si	9.5583	1.3482	2.0572
Si	1.378	4.1312	2.0288
Si	6.8485	4.0766	2.0949
Si	4.0973	6.83	2.0571
Si	9.5884	6.8305	2.0824
Si	1.378	9.5399	2.0773
Si	6.8308	9.6005	2.0517
Si	-0.0142	-0.0373	3.3992
Si	5.4964	0.0087	3.4883
Si	2.7741	2.79	3.37
Si	8.1952	2.6855	3.47
Si	0.0324	5.4709	3.4497
Si	5.4727	5.466	3.4194
Si	2.7678	8.2006	3.4649
Si	8.2053	8.2309	3.3881
Si	1.3886	1.3929	4.6347
Si	6.8474	1.3452	4.9279
Si	4.153	4.0842	4.8178
Si	9.5807	4.079	4.7724
Si	1.4164	6.8271	4.8375
Si	6.8206	6.8917	4.7362
Si	4.137	9.5731	4.8571
Si	9.5531	9.5501	4.8049
Si	2.7473	0.1149	6.0598
Si	8.2077	-0.0645	6.2814
Si	0.028	2.6683	6.0524
Si	5.4753	2.7261	6.3029
Si	2.8172	5.475	6.1953
Si	8.1738	5.4818	6.0405
Si	0.0118	8.1861	6.1626
Si	5.5278	8.2208	6.2446
Si	3.8377	1.5701	7.6116
Si	9.8409	1.1371	7.466
Si	1.627	3.7983	7.3212
Si	6.6567	4.415	7.4853
Si	4.4084	6.6294	7.5588
Si	9.3662	6.9481	7.4118
Si	1.1465	9.9166	7.2956
Si	7.1578	9.2294	7.6808
O	8.3093	8.0872	7.9109
O	2.7138	2.7311	7.9518
O	9.5225	1.361	24.2721
O	4.0486	6.867	24.1171
O	0.036	0.0237	7.9569
O	5.5324	5.508	8.0344
O	6.8432	9.5662	24.1944
O	1.3564	4.0564	24.163
O	3.8637	7.3808	8.9413
O	0.8032	4.3737	8.6026
O	9.8126	6.1728	8.8002
O	2.1324	9.3787	8.485
O	7.5245	3.9263	8.7956
O	4.2686	0.9205	9.0716
O	6.7302	9.5605	9.2279
O	9.2125	1.8539	8.8049
O	7.6927	3.1522	23.515
O	10.4866	5.8529	23.4409
O	5.0805	0.4385	23.3996
O	5.8592	5.086	23.3476
O	3.0976	2.2029	23.2654
O	2.2918	8.7305	23.2249
O	8.6266	7.7594	23.3805
O	0.2169	10.3232	23.5841
Si	4.3802	1.5636	22.4461
Si	3.4891	7.932	14.0256
Si	7.1162	0.9567	14.6607
Si	0.9422	9.362	22.5006
Si	1.1834	4.3107	11.8835
Si	6.2665	8.9636	15.3104
Si	0.6776	1.3712	12.292
Si	8.628	4.9471	20.4863
Si	0.3275	5.7161	9.3659
Si	5.1028	3.1244	17.9354
Si	0.8869	3.7478	16.7377
Si	10.4054	2.8494	19.2138
Si	5.282	1.1856	10.3538
Si	0.8835	0.1814	19.8289
Si	6.6458	9.4624	10.8717
Si	9.3372	9.675	18.317
Si	9.3911	9.2487	12.5685
Si	6.5643	3.841	22.559
Si	2.4415	8.0671	9.3811
Si	10.5897	7.3683	17.0698
Si	2.5099	6.2927	16.571
Si	10.1762	4.4937	14.1865
Si	6.1402	9.1808	18.5052
Si	7.9702	2.5721	9.5852
Si	8.8803	2.1456	12.4541
Si	5.3348	6.2444	18.0584
Si	3.9236	0.5521	19.4476
Si	4.2793	3.8436	12.0492
Si	5.5423	6.6035	12.1361
Si	8.0116	2.5038	17.2101
Si	4.3596	2.4808	14.9622
Si	1.5389	1.2145	15.253
Si	1.5684	9.4185	12.0434
Si	8.051	6.8534	13.8616
Si	10.3817	9.8389	15.4821
Si	9.8091	7.0166	22.5231
Si	8.1045	5.4856	17.3904
O	6.0457	7.9627	11.288
O	6.02	9.2057	16.8904
O	7.678	1.3651	13.1911
O	0.895	1.7498	13.8617
O	9.4236	6.2601	16.8742
O	6.7594	6.2048	13.1334
O	5.1313	4.6603	18.6079
O	9.2292	2.1616	18.2684
O	2.3656	0.0928	19.0697
O	9.4112	10.234	16.762
O	2.7903	4.437	11.7085
O	5.0656	10.3193	19.1002
O	9.4259	3.2419	13.4952
O	0.459	1.7686	19.9503
O	3.1526	1.3646	15.061
O	8.1622	5.3752	19.0087
O	3.8895	6.6001	17.3879
O	4.576	3.2828	16.3832
O	9.063	5.6697	14.3085
O	5.4415	2.7558	22.1293
O	10.6723	4.1523	15.6842
O	0.3452	3.8731	18.2761
O	10.423	10.5128	19.2183
O	9.6429	10.0293	14.0247
O	10.9141	8.1195	22.0781
O	1.1898	2.1628	16.5268
O	9.7361	3.75	20.4114
O	8.131	4.0316	16.6702
O	-0.0422	9.1063	11.902
O	6.5868	2.4196	18.0065
O	5.5841	10.7216	11.1966
O	7.7495	9.5897	18.8413
O	10.0284	1.0273	12.0561
O	1.3139	6.958	9.0472
O	0.6252	4.7677	13.3506
O	5.7072	7.6208	18.977
O	5.2378	5.0882	11.5139
O	2.7122	6.9885	15.1118
O	0.9096	2.749	11.4612
O	0.8608	10.6873	15.5454
O	2.399	8.5881	10.9086
O	4.6977	2.4351	11.2676
O	4.2551	3.512	13.6768
O	2.2043	4.6827	16.4785
O	10.7041	8.2517	15.693
O	6.9287	10.2896	14.6613
O	2.343	8.9579	13.4212
O	8.0319	1.5185	15.9049
O	4.1251	6.9974	12.8498
O	4.1796	2.011	18.7243
O	7.2945	4.4169	21.2507
O	8.4082	2.93	11.1055
O	1.1768	6.8603	17.3538
O	5.6523	1.5737	14.7582
O	8.1311	9.7612	11.5861
O	9.1993	6.2838	21.224
O	8.9577	7.7179	12.849
O	1.6522	0.1237	11.8722
O	6.6384	6.1472	17.0531
O	7.3987	7.8017	15.0368
O	1.2143	10.3108	21.2226
O	10.0341	8.1992	18.3528
O	3.9438	0.8388	21.0716
O	0.3451	5.3428	10.9313
O	6.6933	1.5782	9.6302
O	4.7781	8.7055	14.6771

Results
free energy: -139961.347 eV
free energy less fixed offsets of As -4856.12, O -568.88, Si -635.61 eV per atom: -5.507 eV

Forces (eV/angstrom), in the order of the atoms: element, x, y, z
Si	-0.0126	0.015	0.0058
Si	0.0088	-0.0068	-0.0084
Si	-0.007	0.0018	-0.002
Si	0.012	-0.0105	0.0112
Si	-0.0028	-0.0082	0.0067
Si	0.004	-0.0026	0.0102
Si	0.0016	0.0009	-0.0221
Si	0.0019	0.0032	0.0176
Si	0.003	-0.0059	-0.002
Si	-0.0022	0.0082	0.0033
Si	0.0065	-0.0053	0.0004
Si	-0.0155	0.015	0.0035
Si	-0.0112	0.0047	0.0055
Si	0.0236	-0.0163	0.0052
Si	-0.0076	0.0123	-0.0002
Si	0.0008	-0.0042	-0.0025
Si	-0.0022	0.0025	0.0002
Si	0.0007	-0.0027	0.0256
Si	0.0031	-0.0034	0.0321
Si	-0.0024	-0.002	-0.0011
Si	0.0045	-0.001	0.0246
As	-0.0078	0.0052	0.0004
Si	0.0002	0.0046	-0.0002
Si	-0.0032	-0.0087	0.0311
Si	0.0005	-0.0007	-0.0015
Si	0.0004	0.0024	-0.0163
Si	-0.0088	-0.0033	-0.0145
Si	0.0021	0.0083	0.0059
Si	0.0038	0.0023	-0.0128
Si	-0.006	-0.0033	0.0049
Si	0.0036	-0.0031	-0.0003
Si	0	0.007	-0.0116
Si	-0.0054	0.0022	0.0011
Si	0.0047	-0.0026	0.0024
Si	-0.0013	0.004	0.0026
Si	0.0004	-0.0046	0.0006
Si	0.003	-0.0012	0.0028
Si	-0.0015	-0.0015	-0.0015
Si	-0.0004	-0.0035	0.003
Si	0.0026	0.0008	0.0002
Si	0.0006	-0.0004	-0.0046
Si	0.0012	0.0021	-0.0033
Si	0.0022	-0.0012	-0.0032
Si	-0.0032	0.0047	-0.0043
Si	-0.0026	0.0008	-0.0033
Si	0.0029	-0.0036	-0.0044
Si	-0.0012	0.0007	-0.0052
Si	-0.0002	-0.0008	-0.0027
Si	0.0003	-0.0019	0.0023
Si	-0.0009	0.0013	-0.0011
Si	-0.0019	0.0014	-0.002
Si	0.0004	-0.0002	-0.0003
Si	-0.0025	0.0013	-0.0017
Si	0.0021	-0.0028	0.0013
Si	0.0006	-0.0036	-0.0004
Si	0	0.001	-0.001
Si	0.0012	0.0057	-0.001
Si	-0.0022	-0.006	0.0019
Si	0.006	0.0032	-0.0009
Si	-0.0033	-0.0036	-0.0018
Si	-0.0033	-0.0047	0.0012
Si	0.0025	0.0043	-0.0039
Si	-0.0052	-0.0009	0.0002
Si	0.0061	0.0017	-0.0014
Si	0.0065	0.0044	0.0155
Si	0.0004	-0.0011	0.0018
Si	-0.007	-0.0092	0.015
Si	-0.0043	0.0049	-0.0046
Si	-0.0041	0.0014	-0.0061
Si	0.0018	-0.0016	0.0089
Si	0.0016	-0.0013	-0.0047
Si	0	-0.0004	0.0064
Si	0.0008	0.004	-0.0176
Si	0.0008	-0.0029	-0.0006
Si	0.0011	0.0037	-0.017
Si	0.0008	-0.0051	0.0036
Si	0.0032	0	-0.0028
Si	-0.0044	0.001	-0.0126
Si	-0.0005	0.004	0.006
Si	-0.0016	0.0018	-0.02
Si	-0.0001	-0.0066	-0.011
Si	-0.0029	0.0088	-0.0049
Si	0.0009	0.0022	0.0006
Si	0.005	-0.0069	-0.0079
Si	-0.0043	-0.0002	-0.0033
Si	0.0061	-0.0051	-0.0025
Si	0.0021	-0.0051	-0.0038
Si	-0.0034	0.0042	-0.0064
Si	-0.0215	0.0038	0.0081
Si	0.0187	-0.002	-0.0122
Si	0.0012	-0.0226	-0.0154
Si	0.002	0.0081	0.0051
Si	0.0053	0.0074	0.0077
Si	-0.0042	-0.0078	0.0069
Si	-0.0014	0.0221	-0.004
Si	-0.0025	-0.0111	0.0145
O	-0.0047	0.0031	-0.0069
O	0.0098	0.0047	0.006
O	0.0016	-0.0075	-0.0107
O	-0.007	0.0057	0.0106
O	-0.0081	-0.0048	0.0079
O	0.0008	-0.002	-0.0054
O	-0.009	0.0037	0.0008
O	0.0127	0.0008	0.0015
O	-0.0032	0.0007	0.0025
O	-0.0083	0.0118	0.0127
O	0.0023	-0.0026	0.0021
O	0.0142	-0.0146	0.0162
O	0.0039	-0.009	0.0046
O	0.0107	-0.002	0.0069
O	-0.0011	0.0007	0.0086
O	-0.0135	0.0081	0.0116
O	-0.0142	0.0113	-0.0174
O	-0.0097	0.0116	-0.0167
O	-0.0092	0.0119	-0.0107
O	0.0054	-0.0094	-0.0149
O	0.0109	-0.0086	-0.0125
O	-0.0057	0.0034	-0.0037
O	0.01	-0.0068	-0.017
O	0.0145	-0.0201	-0.0176
Si	0.0025	0.0063	0.0267
Si	-0.0014	-0.0006	-0.0011
Si	0.0025	0.0025	-0.0014
Si	-0.0035	-0.0059	0.027
Si	-0.0049	0.0074	0.0036
Si	-0.002	-0.0004	-0.0002
Si	0.0017	0.0003	0.0099
Si	-0.004	0.0071	0.0117
Si	-0.0006	-0.0006	-0.0094
Si	-0.0024	-0.0034	-0.0104
Si	-0.0031	0.0005	-0.0037
Si	-0.0006	0.0005	-0.0022
Si	-0.0008	-0.0029	-0.0055
Si	0.0095	-0.0085	0.0015
Si	-0.0046	0.0058	-0.0067
Si	0.0042	0.005	-0.0076
Si	-0.0027	0.0019	0.0051
Si	0.0018	-0.0008	0.0276
Si	0.0002	-0.0001	-0.0121
Si	-0.0014	0.0005	-0.0087
Si	0.0017	0.0006	-0.01
Si	0.0024	-0.0023	0.0006
Si	-0.0029	0.0043	-0.0119
Si	0.0039	0.0027	-0.01
Si	-0.0033	0.0045	0.0017
Si	0.003	-0.001	-0.0133
Si	-0.0053	0.0035	0.0056
Si	0.0021	-0.0038	0.0088
Si	0.0006	0.0036	0.0092
Si	0.0022	0.0003	-0.0071
Si	0.0012	0.0052	-0.0042
Si	-0.0019	0.0021	-0.0043
Si	0.0081	-0.006	0.0022
Si	-0.0003	-0.0003	0.0018
Si	-0.0015	0.0008	-0.005
Si	-0.0006	-0.0013	0.0268
Si	0.001	-0.0021	-0.0018
O	-0.0017	-0.008	-0.0032
O	0.0003	-0.0001	-0.0006
O	-0.0031	-0.0023	0
O	0.0023	-0.001	0.0023
O	0.0017	0.0016	0.0045
O	0.005	-0.0002	-0.0021
O	-0.0002	0.0025	0.008
O	-0.0059	-0.0009	0.0025
O	0.0024	0	0.0025
O	0.0005	-0.0004	0.0009
O	0.0005	-0.0008	-0.0073
O	0.0052	-0.0055	0.0052
O	0.0014	0.0036	-0.0025
O	-0.0029	0.0018	0.0055
O	0.0004	-0.0008	0.0012
O	-0.0042	0.0031	-0.0119
O	-0.0025	0	0.0064
O	-0.0003	-0.0003	0.001
O	-0.0005	0.0006	-0.0018
O	-0.0037	-0.0028	-0.0024
O	0.0006	0.0006	0.003
O	0.0045	0.0033	0.0005
O	-0.0087	-0.004	0.0023
O	0.0012	0.0011	0.0028
O	0.0057	0.0051	-0.002
O	0.0009	-0.0009	0.0032
O	0.0044	-0.0061	-0.0002
O	-0.0012	-0.0001	0.0019
O	-0.0036	0.0012	-0.0064
O	0.0017	0.0007	0.0063
O	0.0003	-0.0041	-0.003
O	0.0003	-0.0007	0.0083
O	0.0016	0.0001	-0.0067
O	-0.0007	0.0006	-0.0022
O	-0.0029	0	0.001
O	-0.0004	-0.0012	0.0096
O	0.0005	0.003	-0.0076
O	-0.0004	-0.0004	0.003
O	-0.0004	-0.0027	-0.0057
O	0.0005	0.0001	0.0025
O	-0.0048	0.0079	0.0121
O	-0.004	0.0096	-0.0005
O	0	-0.0041	0.0041
O	0.0006	0.0003	0.0041
O	0.0004	0.0005	0.0008
O	-0.0005	-0.0011	-0.0013
O	0.0027	-0.0011	0.0006
O	-0.0008	-0.0008	0.0015
O	-0.003	0.0026	-0.0026
O	0.0041	0.0058	0.0026
O	0.0137	0.008	-0.0148
O	0.0057	-0.0013	0.0108
O	0.0004	0	0.0067
O	-0.0002	-0.0011	0.0002
O	0.0098	-0.0018	-0.0016
O	-0.0085	-0.0146	-0.0136
O	-0.001	-0.0023	-0.0039
O	-0.0023	0.002	-0.0061
O	0	0.0001	0.0033
O	-0.0004	0.0022	0.001
O	-0.0011	0.0174	-0.0195
O	0.0008	-0.0023	0.0052
O	-0.0055	-0.0118	-0.0224
O	0.0034	-0.0073	0.0106
O	-0.0051	-0.001	-0.0038
O	0.0025	0.0009	0.0004

The program warned: the cutoff lies below the one the program advises for these potential files; the exchange-correlation potential is rough where the density is thin.
